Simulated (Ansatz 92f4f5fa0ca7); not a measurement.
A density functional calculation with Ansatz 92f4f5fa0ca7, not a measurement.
Periodic cell of 209 atoms, Si128O81, from a study of silicon, its oxide and their interface. The atomic structure is a simulated model.

Settings
functional: r2SCAN
potential files: Ansatz PAW
basis: plane waves
wave-function cutoff: 800 eV
density cutoff ratio: 5
exchange-correlation grid ratio: 1
k mesh: 1 x 1 x 1, shifted by 0.5 0.5 0 of a step
self-consistency stop: 1e-10 eV per atom in the density residual
occupations: fixed
spin: none
net charge: 0

Cell vectors (angstrom)
a	10.88	0	0
b	0	10.88	0
c	-1.637	-3.7916	30.6638

Atoms: element, x, y, z (angstrom)
Si	-0.7973	-1.8763	0.0691
Si	1.8446	0.8685	0.1283
Si	-2.0166	4.3766	0.1937
Si	-3.5888	5.3414	15.456
Si	-7.2675	-0.8708	0.0388
Si	-4.6302	2.0481	0.3257
Si	4.5812	3.7376	0.4098
Si	-3.5793	-4.6337	0.1788
Si	0.0738	-0.0821	1.3523
Si	2.7681	2.6422	1.3908
Si	-0.0883	-5.4663	1.1778
Si	2.6401	-2.6759	1.2588
Si	-5.4913	0.0739	1.2862
Si	-2.8656	2.8074	1.6893
Si	5.5736	5.4475	1.5886
Si	-2.6118	-2.8042	1.2985
Si	-1.348	1.3196	2.6796
Si	1.3302	4.0815	2.5759
Si	-1.3305	-4.1441	2.7478
Si	1.3853	-1.3833	2.8003
Si	4.0976	1.3345	2.823
Si	6.7837	4.1448	3.0903
Si	4.0452	6.8578	2.6442
Si	-4.0557	-1.3614	2.5519
Si	-2.7253	-0.04	4.0146
Si	0.0069	2.7297	4.0083
Si	-2.6627	5.5025	4.2422
Si	0.0097	-2.7591	4.1042
Si	2.7292	-0.0092	4.1449
Si	5.3949	2.6927	4.2344
Si	2.6949	5.4406	3.9878
Si	5.44	-2.6745	3.9875
Si	-1.3824	-1.3796	5.4174
Si	1.35	1.3897	5.421
Si	-1.311	4.0563	5.459
Si	1.3827	6.7703	5.4307
Si	4.1201	-1.3652	5.4351
Si	-4.0516	1.3078	5.4533
Si	4.006	4.1035	5.4549
Si	6.7692	-4.0083	5.4428
Si	-0.0024	0.0025	6.7517
Si	2.6765	2.7411	6.8223
Si	0.0104	5.4387	6.8044
Si	2.7456	-2.7257	6.7721
Si	-5.4148	-0.0319	6.8161
Si	-2.6837	2.6842	6.7832
Si	5.42	-5.421	6.7696
Si	-2.7488	-2.6946	6.8144
Si	-1.3333	1.3318	8.1511
Si	1.3191	4.0954	8.1811
Si	-1.3735	6.8115	8.1413
Si	1.36	-1.3584	8.1169
Si	4.0767	1.3436	8.1168
Si	-4.0596	4.0772	8.0867
Si	4.0884	-4.0615	8.1485
Si	-4.0782	-1.3698	8.2084
Si	-2.6541	-0.0471	9.5145
Si	-0.0262	2.7188	9.5259
Si	-2.7225	5.4314	9.4902
Si	-0.022	-2.689	9.4995
Si	2.7157	-0.007	9.4983
Si	5.483	2.6878	9.4199
Si	2.6708	5.5047	9.463
Si	5.4392	-2.7386	9.5556
Si	-1.3357	-1.3764	10.9671
Si	1.3509	1.363	10.8546
Si	-1.3942	4.0743	10.8826
Si	1.3164	-4.0202	10.8722
Si	2.6594	-2.67	12.2846
Si	-4.003	1.3262	10.7897
Si	4.0624	4.0835	10.639
Si	-4.0618	6.7673	10.8915
Si	0.0105	0.086	12.2954
Si	2.7961	2.7606	12.07
Si	0.0187	5.4125	12.2105
Si	4.0614	-1.3656	10.8905
Si	-5.3555	-0.0238	12.1492
Si	-2.7637	2.7145	12.2386
Si	5.3458	5.362	12.0766
Si	-2.7091	-2.7964	12.3177
Si	-1.3123	1.5328	13.674
Si	-1.3786	-4.2765	13.6732
Si	2.8684	-3.29	19.2579
Si	0.4702	2.7329	14.9176
Si	4.1428	-1.2926	17.163
Si	-4.6858	3.5567	13.3297
Si	3.8423	-4.3362	13.45
Si	-4.1399	-1.4375	13.6089
Si	-4.4809	4.5115	18.0836
Si	3.5735	4.6375	18.3247
Si	3.5484	2.5288	20.589
Si	-6.3402	1.7634	13.2851
Si	2.6185	0.3929	15.1401
Si	-2.3767	4.7605	-5.69
Si	-3.8016	-2.4542	21.5867
Si	-2.564	-0.1119	14.9008
Si	-2.4591	-2.1795	18.961
Si	-3.2798	2.3193	-1.5265
Si	0.8252	3.4456	17.7441
Si	-0.8882	2.043	-6.3158
Si	-1.0281	-3.6969	-4.228
Si	0.5338	-1.8437	18.3667
Si	3.6497	4.3874	-2.4595
Si	4.9396	-3.1049	-4.8466
Si	-4.7088	3.6504	-4.0541
Si	4.5712	2.6021	-6.3072
Si	1.4947	-1.1237	13.6924
Si	1.7932	2.8012	-5.329
Si	0.8855	-3.6658	-0.0512
Si	-0.9593	3.8166	20.0074
Si	1.654	4.2682	13.4705
Si	1.5366	-3.9886	-2.3485
Si	-5.4995	-3.0925	14.8222
Si	-1.6481	-0.8726	-5.224
Si	-4.003	-1.93	-7.0928
Si	3.2753	-1.3644	-2.925
Si	-3.1313	-4.6766	-8.4186
Si	-3.0624	-4.7886	20.0485
Si	-3.9331	-0.1663	17.5789
Si	3.2731	5.2671	-6.0625
Si	0.8823	2.3704	21.828
Si	-3.2737	2.0981	19.5392
Si	-5.0892	0.6877	-8.5551
Si	2.116	1.5876	-2.7609
Si	-2.4546	-0.6771	-2.2097
Si	1.482	0.9268	19.3961
Si	-0.0201	-2.0103	15.2761
Si	-3.7538	-3.2522	-2.5872
O	3.6633	-2.1184	18.4555
O	2.564	-5.2677	-2.6142
O	3.9068	3.8116	19.6748
O	-2.0322	4.9311	20.3903
O	-4.3953	-4.141	15.4046
O	1.3172	1.3456	-1.3829
O	-4.0373	-4.2708	-1.3734
O	-2.1272	3.4717	-1.2246
O	-1.4753	1.9646	-7.8019
O	-2.2993	-3.5266	-3.2461
O	-1.1849	-1.342	-1.4556
O	4.7564	1.9844	21.4765
O	-4.7285	-0.7938	-8.0034
O	1.4453	1.4917	15.3811
O	-3.6814	4.7124	-4.7276
O	4.8604	4.4787	-3.5515
O	3.0403	1.3133	19.6365
O	-1.3725	-1.1154	15.3901
O	-5.1266	-2.6108	-6.1549
O	-1.3609	-4.9438	-5.2235
O	4.924	4.5909	17.422
O	-3.3467	4.949	17.0013
O	1.1886	2.1402	-3.9751
O	2.7401	0.1498	-3.2128
O	-3.2936	-3.1224	-7.9585
O	1.2705	-3.0926	19.0685
O	2.744	5.4142	14.0293
O	-0.4543	-3.4917	14.7672
O	-4.2189	3.0234	18.6128
O	5.3439	-0.277	17.5188
O	2.9583	-0.3928	16.5152
O	2.3301	4.0006	17.5104
O	-3.7209	-1.7039	-2.0422
O	-1.7288	2.536	19.3802
O	-3.3363	0.4953	16.2138
O	-2.8359	5.1833	-7.2021
O	-0.221	3.4554	21.3869
O	0.0349	3.4569	16.3223
O	4.6189	-2.3706	16.0527
O	3.9839	1.19	14.7334
O	-0.9272	0.5201	-5.7111
O	2.1593	-2.5287	-2.7476
O	0.0702	4.3433	18.8622
O	2.3524	2.9975	21.5693
O	-2.252	-5.3568	14.5538
O	3.2649	-4.7102	18.6392
O	4.0808	-1.2739	-1.5146
O	-2.8611	-1.1743	-6.2474
O	4.2782	4.539	-0.9974
O	-3.4356	-4.0297	21.4157
O	-5.1673	2.5599	-5.1706
O	-2.6439	0.8277	-1.6737
O	5.0256	1.6421	-7.5098
O	-3.4635	0.6388	18.8894
O	3.1508	2.0322	-5.772
O	3.971	-4.347	-5.3134
O	0.7315	1.0809	20.8336
O	-2.2214	-0.5139	-3.7828
O	-4.8948	-3.5328	-3.6953
O	-4.4187	4.0863	14.8589
O	-3.209	-1.6855	20.2987
O	4.1282	-1.8426	-4.2229
O	1.3525	-0.5408	18.8125
O	-0.967	-1.6057	18.871
O	0.6417	2.5641	-6.4298
O	-4.0044	2.7947	-2.8976
O	0.5862	-2.1071	16.7682
O	-1.723	3.2613	-5.6109
O	-4.4041	-5.3668	19.3551
O	2.3611	-5.0526	-7.2843
O	2.231	4.3749	-5.1629
O	-0.7981	-2.2769	-5.0502
O	-2.3742	-3.7855	18.9796
O	3.1449	2.8342	-2.5579
O	-5.395	-2.3091	21.6532
O	-3.3189	-1.6662	17.6908
O	-3.6131	2.2308	21.113
O	0.8741	1.9348	18.2946
O	4.3457	4.1891	-6.6853
O	3.2056	-3.2572	20.8181
O	0.27	-4.1348	-3.371

Results
free energy: -128073.141 eV
free energy less fixed offsets of O -570.45, Si -639.56 eV per atom: -3.011 eV

Forces (eV/angstrom), in the order of the atoms: element, x, y, z
Si	-0.0193	0.0219	-0.082
Si	-0.0207	0.0217	-0.0858
Si	-0.0051	-0.0289	-0.0605
Si	-0.0043	0.0177	-0.2396
Si	0.0193	-0.0196	-0.0876
Si	0.0074	-0.0067	0.0081
Si	-0.0199	0.0295	-0.0862
Si	-0.0219	0.0205	-0.1015
Si	-0.0002	-0.0012	0.0078
Si	0.0017	-0.0038	0.0071
Si	-0.0006	0.0131	0.0058
Si	-0.0118	-0.0022	0.007
Si	0.0012	0.0068	0.0001
Si	-0.01	-0.0044	0.0034
Si	0.0037	-0.001	0.0031
Si	0.0022	0.0011	0.0069
Si	0.0005	0.0005	-0.0028
Si	-0.0014	0.0007	-0.0055
Si	-0.0022	-0.0028	0.0016
Si	0.0021	0.0005	0.0009
Si	0.0008	0.0002	0.0007
Si	0.0007	-0.001	-0.0017
Si	-0.0018	0.0015	-0.0059
Si	-0.0003	-0.0009	-0.0048
Si	0	-0.0019	0.0002
Si	0.0005	-0.001	0.0002
Si	0.0011	0.0029	0.0001
Si	-0.0008	-0.0019	-0.0026
Si	-0.002	0.0008	-0.001
Si	-0.0005	-0.0019	-0.0013
Si	-0.0004	0.0005	-0.0015
Si	0.0008	-0.0001	-0.001
Si	-0.0003	-0.0012	0.0008
Si	0.0005	0.0003	0.0004
Si	0.0007	-0.0004	0.0016
Si	-0.0008	-0.0015	0.0014
Si	-0.0003	0	0.001
Si	-0.001	-0.0011	0.0011
Si	-0.0008	-0.0003	-0.0002
Si	-0.0005	-0.0003	0.0006
Si	-0.001	-0.0004	0.0007
Si	-0.0008	0.0003	0.0011
Si	0.0006	-0.0004	0.0008
Si	-0.0006	-0.0009	0.0006
Si	0.0005	-0.0014	0.0006
Si	0.0003	-0.0011	0.0008
Si	-0.0004	0.0006	0.0013
Si	-0.0006	0.0018	0.001
Si	-0.0004	-0.0009	0.0008
Si	-0.0005	-0.0004	-0.0005
Si	0.0013	-0.0016	0.0005
Si	0.0002	-0.0023	0.0004
Si	-0.0013	-0.001	0.0005
Si	-0.0002	-0.0005	0.0013
Si	-0.0006	0.0005	0.0002
Si	-0.0007	-0.0011	0.0006
Si	0.0004	-0.0007	-0.0002
Si	0.0006	-0.0002	-0.0005
Si	-0.0009	-0.0012	0.0007
Si	0.0005	0.0009	0.0004
Si	-0.0004	-0.0007	0.0013
Si	0.0002	-0.0001	0.0015
Si	-0.0013	-0.0005	0.0001
Si	0.0004	-0.0014	-0.0001
Si	-0.0019	-0.0018	0.0017
Si	0.0042	0.0005	-0.0001
Si	0.0008	-0.0014	0.0009
Si	-0.002	-0.0034	0.0002
Si	0.0083	-0.0074	0.0018
Si	0.0006	-0.0021	0.0013
Si	-0.0023	0.0024	0.0006
Si	-0.0037	-0.0007	-0.0007
Si	-0.0033	0.002	-0.0008
Si	-0.0033	-0.0047	0.0057
Si	-0.0017	-0.0027	0.0061
Si	0.0014	0.0021	-0.0004
Si	-0.0077	0.004	0.0016
Si	-0.0032	0.0059	0.0018
Si	0.0027	0.002	0.0056
Si	0.005	-0.0055	0.0055
Si	-0.0048	0.0021	-0.0001
Si	0.0028	0.0099	-0.0859
Si	-0.0183	0.0319	-0.3107
Si	0.002	-0.0236	-0.1655
Si	-0.0006	0.0117	-0.2726
Si	-0.0101	-0.0211	-0.0645
Si	-0.0015	0.0018	-0.0176
Si	0.0026	0.0001	0.0063
Si	0.0327	0.0298	-0.2619
Si	-0.0149	0.0148	-0.2316
Si	-0.0277	0.0279	-0.2814
Si	0.0145	0.0157	-0.0518
Si	-0.0071	0.0131	-0.1604
Si	-0.002	-0.025	-0.3064
Si	0.0203	-0.051	-0.3463
Si	0.0213	-0.01	-0.1498
Si	0.0377	0.0301	-0.2706
Si	-0.0116	-0.0169	-0.2205
Si	-0.0303	0.0049	-0.2979
Si	-0.0619	0.0025	-0.2896
Si	-0.0391	-0.007	-0.2724
Si	-0.0033	-0.0119	-0.2702
Si	0.0158	-0.0237	-0.2506
Si	0.0129	-0.0412	-0.3182
Si	-0.0055	0.022	-0.3018
Si	0.0236	-0.038	-0.2951
Si	0.0047	-0.0029	0.0043
Si	0.0092	0.0306	-0.2493
Si	0.0096	0.0001	-0.0137
Si	0.0047	0.0183	-0.2565
Si	-0.0034	0.0011	-0.0217
Si	-0.002	-0.0122	-0.2241
Si	0.0121	-0.0081	-0.1439
Si	-0.0229	0.0354	-0.3177
Si	0.0103	0.0056	-0.3285
Si	0.0196	-0.0035	-0.2574
Si	0.0001	0.0002	-0.3725
Si	0.0078	-0.0369	-0.2629
Si	-0.0286	0.0147	-0.2822
Si	-0.0459	0.0268	-0.3153
Si	-0.0062	0.0338	-0.3606
Si	-0.0018	-0.0439	-0.2967
Si	-0.0117	-0.0036	-0.3495
Si	-0.0049	0.0446	-0.2714
Si	-0.0352	-0.0061	-0.2484
Si	-0.0119	-0.0419	-0.2826
Si	-0.0249	0.0046	-0.1986
Si	0.0021	0.0117	-0.2615
O	-0.0438	-0.0749	0.1675
O	-0.0316	0.0365	0.0999
O	0.0063	-0.0782	0.1649
O	-0.0062	0.0086	0.0824
O	0.0268	-0.0318	0.0815
O	-0.005	-0.0359	0.1677
O	0.0138	-0.0597	0.175
O	0.0116	0.0408	0.1016
O	0.0708	0.0427	0.2529
O	-0.059	0.0145	0.1278
O	0.061	-0.0395	0.14
O	0.0726	-0.0024	0.1556
O	0.031	-0.0745	0.1478
O	0.0069	0.0022	0.0761
O	-0.0612	-0.023	0.1351
O	-0.0563	0.0116	0.1432
O	0.0269	0.0376	0.1194
O	0.0138	-0.0228	0.0714
O	-0.08	-0.0434	0.1929
O	0.0436	0.079	0.1362
O	-0.0223	-0.007	0.1039
O	-0.0346	-0.0346	0.1899
O	0.015	-0.0524	0.1792
O	0.0012	-0.013	0.0875
O	-0.0265	0.0735	0.1495
O	0.0331	-0.0276	0.101
O	0.0016	-0.0006	0.0315
O	0.0225	0.0293	0.08
O	0.0228	-0.041	0.1191
O	0.0355	0.0099	0.0875
O	0.045	-0.0443	0.1459
O	0.0379	0.0118	0.1066
O	0.0044	0.0164	0.0895
O	0.0012	0.0152	0.0911
O	-0.0538	-0.0006	0.196
O	0.0373	-0.0698	0.2353
O	0.0515	-0.0416	0.156
O	0.0171	0.0337	0.2208
O	-0.0457	0.0623	0.1642
O	-0.0275	-0.0252	0.0848
O	-0.0037	-0.0651	0.1188
O	-0.0293	-0.0335	0.1005
O	-0.0546	0.0043	0.1477
O	-0.0446	-0.0038	0.1364
O	-0.0405	-0.0226	0.0893
O	-0.0061	0.0314	0.0954
O	0.0047	0.0246	0.1723
O	0.0872	0.0267	0.166
O	0.0329	-0.0258	0.1586
O	-0.032	0.0606	0.1566
O	0.0499	0.0403	0.1729
O	-0.0237	0.0548	0.0904
O	-0.0573	0.0934	0.1933
O	0.0193	0.0713	0.1494
O	-0.0535	-0.0018	0.1098
O	0.0398	0.0623	0.1295
O	-0.0186	0.0434	0.182
O	-0.0371	0.0058	0.2293
O	0.0659	0.0024	0.1609
O	0.0262	0.038	0.1167
O	-0.0597	-0.0171	0.2054
O	-0.0599	0.0553	0.1483
O	0.0064	0.0521	0.1008
O	-0.0389	-0.0025	0.0932
O	0.0486	0.0094	0.1118
O	0.0568	-0.0682	0.2157
O	0.0173	0.0002	0.2379
O	-0.015	0.037	0.1011
O	0.0303	0.0409	0.1376
O	0.0349	-0.0556	0.2563
O	-0.0198	-0.0284	0.1183
O	0.011	-0.0485	0.1142
O	-0.0232	-0.0251	0.109
O	0.0134	0.0067	0.0972
O	-0.0338	0.0005	0.1161
O	0.0332	-0.0458	0.1353
O	-0.067	0.0166	0.2278
O	0.0224	-0.0527	0.1415
O	-0.003	-0.0134	0.1105
O	0.0757	0.0047	0.2536
O	0.0908	-0.0055	0.1622

The program warned: the cutoff lies below the one the program advises for these potential files; the forces do not sum to zero within the program's tolerance; empty levels may hold ghost states of the PAW files; the exchange-correlation potential is rough where the density is thin.
